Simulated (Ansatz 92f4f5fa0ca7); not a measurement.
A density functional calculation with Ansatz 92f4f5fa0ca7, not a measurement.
Periodic cell of 360 atoms, Si240O120, from a study of silicon, its oxide and their interface. The atomic structure is a simulated model.
Doubt: the cutoff is far below the 930 eV that the study's wrapper takes by default for these files, so forces and energies are approximate.
This geometry differs little from another in the collection (a relaxation step or a small displacement).

Settings
functional: PBE
potential files: Ansatz PAW
basis: plane waves
wave-function cutoff: 580 eV
density cutoff ratio: 5
exchange-correlation grid ratio: 1
k mesh: 1 x 1 x 1, Gamma-centred
self-consistency stop: 5e-08 eV per atom in the density residual
occupations: fixed
spin: none
net charge: 0

Cell vectors (angstrom)
a, 11.6015, 0, 0
b, 0, 13.3963, 0
c, 0, 0, 41.2986

Atoms and the computed forces on them: element, x, y, z (angstrom), force x, y, z (eV/angstrom)
Si, 0, 2.2327, 1.1851, -0.0025, 0.0103, 0.0172
Si, 3.8672, 2.2327, 1.1851, 0.0045, 0.0157, -0.0122
Si, 7.7343, 2.2327, 1.1851, -0.0165, 0.0022, 0.0243
Si, 1.9336, 5.5818, 1.1851, 0.0174, -0.0063, -0.0031
Si, 5.8008, 5.5818, 1.1851, -0.0058, -0.0364, 0.0039
Si, 9.6679, 5.5818, 1.1851, 0.0013, -0.0055, -0.0073
Si, 0, 8.9308, 1.1851, 0.0033, 0.001, 0.0013
Si, 3.8672, 8.9308, 1.1851, -0.0026, -0.0037, 0.0011
Si, 7.7343, 8.9308, 1.1851, -0.0016, 0.0011, -0.0085
Si, 1.9336, 12.2799, 1.1851, 0.0214, -0.002, 0.0074
Si, 5.8008, 12.2799, 1.1851, -0.0099, 0.012, -0.0051
Si, 9.6679, 12.2799, 1.1851, -0.0127, 0.0095, 0.0297
Si, 1.9336, 1.1164, 1.9745, 0.0163, -0.0299, -0.0072
Si, 5.8008, 1.1164, 1.9745, -0.006, -0.025, 0.0059
Si, 9.6679, 1.1164, 1.9745, 0.014, 0.0118, -0.0123
Si, 0, 4.4654, 1.9745, -0.0403, 0.027, -0.0009
Si, 3.8672, 4.4654, 1.9745, -0.0147, -0.0078, 0.0061
Si, 7.7343, 4.4654, 1.9745, -0.0038, 0.0494, -0.0025
Si, 1.9336, 7.8145, 1.9745, -0.0047, 0.0217, 0.0061
Si, 5.8008, 7.8145, 1.9745, 0.0336, 0.0224, -0.01
Si, 9.6679, 7.8145, 1.9745, -0.0188, 0.0132, 0.0013
Si, 0, 11.1635, 1.9745, 0.0062, -0.0248, -0.0078
Si, 3.8672, 11.1635, 1.9745, 0.0179, -0.0163, 0.0132
Si, 7.7343, 11.1635, 1.9745, 0.0085, -0.0305, 0.0008
Si, 1.9336, 1.1164, 4.3426, 0.0349, -0.0366, -0.0361
Si, 5.8008, 1.1164, 4.3426, -0.0096, -0.0525, -0.1428
Si, 9.6679, 1.1164, 4.3426, 0.0234, 0.039, 0.1236
Si, 0, 4.4654, 4.3426, -0.0953, 0.0946, -0.0606
Si, 3.8672, 4.4654, 4.3426, -0.0204, 0.0107, -0.2436
Si, 7.7343, 4.4654, 4.3426, -0.0235, 0.1548, 0.0432
Si, 1.9336, 7.8145, 4.3426, 0.0113, 0.0697, -0.1123
Si, 5.8008, 7.8145, 4.3426, 0.0936, 0.0582, 0.0034
Si, 9.6679, 7.8145, 4.3426, -0.0699, 0.0931, 0.1151
Si, 0, 11.1635, 4.3426, 0.0043, -0.0122, 0.1988
Si, 3.8672, 11.1635, 4.3426, 0.0644, -0.0264, 0.0643
Si, 7.7343, 11.1635, 4.3426, 0.0361, -0.0489, 0.1168
Si, 0, 0, 36.9581, 0.344, -0.1041, 0.2737
Si, 3.8672, 0, 36.9581, 0.0967, 0.0162, 0.0108
Si, 7.7343, 0, 36.9581, -0.3367, -0.0566, 0.0065
Si, 1.9336, 3.3491, 36.9581, 0.0775, 0.0109, -0.0658
Si, 5.8008, 3.3491, 36.9581, -0.1156, -0.233, -0.4851
Si, 9.6679, 3.3491, 36.9581, -0.083, 0.1991, 0.0447
Si, 0, 6.6981, 36.9581, -0.0137, 0.0879, 0.2563
Si, 3.8672, 6.6981, 36.9581, 0.0142, -0.0554, -0.1232
Si, 7.7343, 6.6981, 36.9581, -0.045, 0.0278, 0.0349
Si, 1.9336, 10.0472, 36.9581, -0.0106, -0.0714, 0.0376
Si, 5.8008, 10.0472, 36.9581, 0.0272, 0.0187, -0.0249
Si, 9.6679, 10.0472, 36.9581, 0.0153, -0.0601, 0.0414
Si, 0, 0, 39.3262, 0.1262, -0.0291, 0.005
Si, 3.8672, 0, 39.3262, 0.045, 0.0113, 0.0044
Si, 7.7343, 0, 39.3262, -0.1277, -0.0078, 0.0184
Si, 1.9336, 3.3491, 39.3262, 0.0192, 0.0091, 0.0063
Si, 5.8008, 3.3491, 39.3262, -0.0473, -0.1003, 0.0247
Si, 9.6679, 3.3491, 39.3262, -0.0232, 0.0738, 0.0197
Si, 0, 6.6981, 39.3262, 0.0025, 0.0297, -0.0128
Si, 3.8672, 6.6981, 39.3262, 0.0076, -0.025, -0.0009
Si, 7.7343, 6.6981, 39.3262, -0.0106, 0.0127, -0.008
Si, 1.9336, 10.0472, 39.3262, -0.0038, -0.0244, 0.0036
Si, 5.8008, 10.0472, 39.3262, 0.0108, 0.0109, -0.0012
Si, 9.6679, 10.0472, 39.3262, 0.0013, -0.0206, -0.0041
Si, 0, 2.2327, 40.1156, 0.0053, -0.0177, -0.0217
Si, 3.8672, 2.2327, 40.1156, -0.0066, -0.0168, 0.0091
Si, 7.7343, 2.2327, 40.1156, 0.0188, -0.0082, -0.0226
Si, 1.9336, 5.5818, 40.1156, -0.0208, 0.0088, -0.0011
Si, 5.8008, 5.5818, 40.1156, 0.0084, 0.0504, -0.0417
Si, 9.6679, 5.5818, 40.1156, 0.0037, 0.0057, 0.0137
Si, 0, 8.9308, 40.1156, -0.0035, -0.0094, 0.0251
Si, 3.8672, 8.9308, 40.1156, 0.0045, 0.0127, -0.0126
Si, 7.7343, 8.9308, 40.1156, -0.0029, 0.0002, 0.0084
Si, 1.9336, 12.2799, 40.1156, -0.015, 0.0106, 0.0201
Si, 5.8008, 12.2799, 40.1156, 0.0042, 0.0011, 0.0266
Si, 9.6679, 12.2799, 40.1156, 0.009, -0.0059, -0.0517
Si, 1.9376, -1.1288, 30.6227, -0.0455, -0.0207, 0.0091
Si, 3.9864, 0.5975, 29.1864, 0.019, 0.037, -0.0169
Si, 8.619, -0.035, 29.2187, -0.0019, 0.0062, -0.0111
Si, 1.9084, 3.6909, 29.4709, 0.0015, -0.0051, -0.0056
Si, 5.5932, 3.8251, 29.7775, -0.012, -0.0075, -0.0036
Si, 9.5416, 3.5079, 29.6371, -0.0049, -0.0155, -0.0014
Si, -0.2484, 6.8116, 29.8265, 0.0007, -0.0015, -0.0126
Si, 3.6885, 7.0926, 29.7089, 0.0047, -0.0051, -0.0159
Si, 7.5757, 6.9074, 29.8477, 0.009, -0.007, -0.0243
Si, 1.8022, 10.0738, 29.8035, 0.0004, 0.0007, -0.012
Si, 5.7791, 10.6612, 30.7246, -0.002, 0.0064, -0.0032
Si, 9.7356, 10.1983, 29.8843, -0.0116, 0.0108, -0.0183
Si, 0.0078, 2.4073, 29.9461, 0.0068, 0.0061, -0.0176
Si, 3.7574, 2.5473, 30.4266, 0.0057, 0.0072, 0.0019
Si, 8.0312, 2.319, 30.9386, 0.0029, 0.0072, -0.0052
Si, 1.8073, 5.8208, 30.4987, -0.0008, 0.0009, 0.006
Si, 5.5632, 5.9876, 30.5816, -0.0044, 0.0033, -0.0024
Si, 9.489, 5.6798, 30.6458, -0.008, 0.0056, 0.0094
Si, -0.0608, 8.9599, 30.6889, 0.0069, -0.0055, 0.0062
Si, 3.8265, 9.2453, 30.6807, 0.0048, 0.0004, 0.0047
Si, 7.7017, 9.1895, 30.6585, -0.0001, 0.0008, 0.0039
Si, 0.2591, 13.4649, 29.608, -0.0221, 0.0129, -0.0144
Si, 6.1011, 11.9045, 28.7985, -0.0045, -0.0092, -0.0032
Si, 10.0511, 12.3659, 30.7189, 0.0053, -0.0032, 0.0063
Si, 0.0345, 2.2523, 33.2289, -0.0056, -0.0066, -0.0165
Si, 3.8923, 2.2536, 32.8306, 0.0022, 0.0059, -0.0089
Si, 7.8298, 2.1217, 33.2213, -0.0033, 0.0017, -0.0034
Si, 1.8792, 5.5855, 32.9108, 0.0031, 0.0028, -0.0062
Si, 5.735, 5.6268, 32.9485, 0.0025, -0.0017, -0.0016
Si, 9.6123, 5.5308, 33.0116, -0.0001, -0.002, -0.0066
Si, -0.0099, 8.9115, 33.0452, 0.0004, 0.0016, -0.0017
Si, 3.8064, 8.9033, 33.0251, 0.0006, 0.002, -0.0051
Si, 7.7894, 8.9015, 33.0136, 0.0006, 0.0035, -0.0055
Si, 1.9193, 12.2638, 33.006, -0.0063, -0.0033, -0.0032
Si, 5.7968, 12.0033, 32.8383, 0.0034, 0.0004, -0.005
Si, 9.695, 12.2979, 33.0565, 0.0057, -0.0033, -0.0049
Si, 2.0115, 1.1129, 33.7846, 0.0012, 0.0045, 0.0033
Si, 5.7939, 0.9679, 33.5953, -0.0018, -0.0019, 0.0023
Si, 9.747, 1.0648, 33.9812, 0.0072, 0.0031, 0.0063
Si, -0.0185, 4.505, 33.8419, -0.0008, 0.0011, 0.0068
Si, 3.8295, 4.4661, 33.7299, -0.0001, -0.0006, -0.0013
Si, 7.6635, 4.4377, 33.7912, -0.0017, 0.0015, -0.0046
Si, 1.9095, 7.7716, 33.8056, -0.0046, -0.0069, 0.002
Si, 5.7982, 7.8379, 33.785, 0.0007, -0.0061, -0.0022
Si, 9.6737, 7.7599, 33.817, 0.0005, -0.0027, 0.0008
Si, 0.0006, 11.1458, 33.8298, -0.0031, 0.0007, -0.0013
Si, 3.8392, 11.1191, 33.8194, -0.0005, -0.0005, -0.0002
Si, 7.7612, 11.1245, 33.8063, 0.0022, -0.0015, 0.0016
Si, 1.9486, 1.1165, 36.1624, 0.0013, -0.0018, 0.0025
Si, 5.7875, 1.0852, 36.0606, 0.0003, -0.0007, -0.0003
Si, 9.677, 1.1038, 36.2812, -0.0043, -0.001, 0.0005
Si, 0.0017, 4.4793, 36.1946, -0.0001, 0.0037, -0.0004
Si, 3.8601, 4.4643, 36.1313, 0.0011, 0.0006, -0.0002
Si, 7.7207, 4.4737, 36.1603, -0.0016, -0.0011, 0
Si, 1.9301, 7.8066, 36.172, -0.0013, 0.0013, -0.0004
Si, 5.8009, 7.8191, 36.1588, -0.001, 0.0011, 0.0005
Si, 9.6695, 7.8082, 36.1779, 0.0005, -0.001, 0.0009
Si, 0.0004, 11.1615, 36.186, 0.0014, 0.0006, 0.0015
Si, 3.8628, 11.1648, 36.179, -0.0015, 0.0001, 0.0028
Si, 7.7419, 11.1651, 36.1717, 0.0007, -0.0003, 0.001
Si, 0.0071, 0.0031, 5.1412, -0.0045, 0.0029, -0.0013
Si, 3.8724, 0.0008, 5.1294, 0.0004, 0.0002, -0.0013
Si, 7.7306, 0.0005, 5.1285, -0.0007, 0.0019, 0.0018
Si, 1.929, 3.3536, 5.0961, -0.0013, 0.0024, -0.0011
Si, 5.7941, 3.3464, 5.0982, 0.0007, -0.0013, -0.0015
Si, 9.6607, 3.3591, 5.1358, -0.0023, 0.0005, -0.0002
Si, 0.0038, 6.7085, 5.1241, 0.0035, -0.0002, 0.0013
Si, 3.8687, 6.6984, 5.0968, -0.0007, -0.0043, -0.0036
Si, 7.7324, 6.7082, 5.1637, 0.0036, -0.0021, -0.0031
Si, 1.9412, 10.0451, 5.142, -0.0009, 0.0033, 0.0015
Si, 5.8039, 10.0471, 5.1517, -0.0003, 0.0013, 0.0011
Si, 9.6693, 10.0489, 5.1703, 0.0003, 0.001, 0.0012
Si, 0.0188, 0.0306, 7.5142, 0.0069, -0.0025, 0.0032
Si, 3.888, 0.0043, 7.4972, 0.0037, -0.0003, -0.0016
Si, 7.7299, 0.0333, 7.4936, -0.0021, -0.0043, -0.006
Si, 1.8866, 3.3847, 7.4378, -0.0016, -0.0017, -0.0003
Si, 5.743, 3.3398, 7.444, -0.002, -0.0008, -0.0011
Si, 9.6308, 3.4203, 7.5053, -0.0033, 0.0039, 0.0009
Si, 0.0235, 6.7683, 7.4864, -0.0008, 0.0047, -0.0018
Si, 3.8926, 6.6953, 7.441, -0.0032, 0.0043, -0.0018
Si, 7.7363, 6.7469, 7.5553, -0.003, 0.0066, 0.0028
Si, 1.9866, 10.0504, 7.5222, 0.0005, -0.003, 0.0021
Si, 5.8354, 10.0636, 7.5368, 0.0003, 0.002, -0.0038
Si, 9.6804, 10.0777, 7.5707, -0.0004, -0.0026, -0.0015
Si, -0.0374, 2.2933, 8.2497, 0.005, 0.01, 0.0056
Si, 3.7847, 2.2504, 8.2236, -0.0044, 0.0019, -0.0013
Si, 7.6802, 2.2794, 8.2425, 0.0043, 0.0047, 0.0006
Si, 1.9498, 5.6137, 8.2171, 0.0027, -0.0023, -0.0049
Si, 5.7927, 5.5503, 8.235, 0.004, -0.0052, 0.0024
Si, 9.7057, 5.672, 8.2998, 0.0066, -0.0081, 0.0025
Si, 0.0478, 8.9838, 8.3408, 0.0038, 0.0011, -0.0003
Si, 3.9261, 8.8836, 8.2958, -0.0055, 0.0046, 0.0042
Si, 7.7448, 8.9741, 8.433, 0.0009, 0.0023, -0.0013
Si, 1.9703, 12.2918, 8.2912, -0.0091, 0.0035, -0.0047
Si, 5.8203, 12.2951, 8.3373, 0.0028, -0.0035, 0.0042
Si, 9.6733, 12.3483, 8.2917, -0.0033, 0.0008, 0.0034
Si, -0.2457, 2.539, 10.5799, 0.0544, -0.0821, 0.0494
Si, 3.8193, 4.5054, 11.4653, 0.0039, -0.008, 0.017
Si, 7.4815, 2.0783, 10.5671, -0.0001, -0.0008, 0.006
Si, 1.9974, 5.5842, 10.5666, -0.0085, 0.0035, -0.0048
Si, 5.7569, 5.3616, 10.5825, -0.0285, -0.0152, 0.001
Si, 11.6922, 4.6748, 11.4241, 0.0355, -0.0385, 0.0375
Si, 0.1352, 8.9049, 10.719, 0.0027, -0.0072, -0.0138
Si, 1.9592, 7.6983, 11.486, 0.0008, 0.0115, 0.0176
Si, 7.892, 11.5094, 11.5341, -0.005, 0.0096, 0.0252
Si, 2.2777, 11.9481, 10.6045, 0.0399, -0.0071, 0.0288
Si, 5.805, 12.2034, 10.7258, -0.0082, -0.0008, -0.0094
Si, 7.982, 9.3121, 10.8163, -0.0142, -0.0165, 0.0015
Si, 2.2785, 1.3181, 11.9761, -0.0785, -0.0604, 0.0231
Si, 5.5724, 1.0604, 11.3199, 0.0076, -0.0056, 0.0187
Si, 9.504, 1.425, 11.3551, 0.0111, 0.0041, 0.0152
Si, -1.7572, 5.8366, 10.6649, -0.0634, -0.0247, 0.0045
Si, 3.8213, 2.3697, 10.5665, -0.0049, -0.0025, -0.0119
Si, 7.311, 4.1026, 11.6539, 0.0077, -0.0165, 0.0148
Si, 3.9067, 8.6403, 10.664, 0.0002, 0.0037, -0.0073
Si, 5.6372, 7.92, 12.0414, -0.0116, 0.021, 0.0249
Si, 9.7771, 8.0018, 11.5561, 0.0008, 0.0085, 0.0233
Si, 0.5372, 10.9725, 11.7365, 0.0064, 0.0278, 0.0074
Si, 4.0795, 10.7894, 11.3945, -0.0215, -0.0002, 0.0082
Si, 9.6455, 12.6523, 10.6329, 0.0105, 0.0042, -0.0005
O, 3.7335, 4.3244, 13.1062, 0.0027, 0.0065, -0.0147
O, 5.266, 7.5927, 13.6082, 0.0003, -0.0073, -0.006
O, 9.466, 1.5234, 13.0213, -0.0116, 0.0001, -0.0155
O, 9.9497, 8.0446, 13.2205, 0.0025, -0.0022, -0.0193
O, 2.3532, 1.4238, 13.5941, -0.0127, 0.0029, -0.0641
O, 5.4833, 1.4317, 12.941, 0.0001, -0.0004, -0.0066
O, 1.9897, 7.6283, 13.137, -0.0045, -0.0028, -0.02
O, 0.8527, 11.0465, 13.3714, 0.0017, -0.0079, -0.0088
O, 3.828, 10.7294, 13.0554, 0.0011, -0.0029, -0.009
O, 0.2537, 4.6342, 13.0916, -0.0134, 0.0032, -0.0151
O, 7.0383, 4.3355, 13.2796, -0.0019, -0.0035, -0.0212
O, 8.0061, 11.4244, 13.1945, -0.0099, 0.006, -0.0297
O, 6.1, 3.542, 28.2351, -0.0055, 0.0031, 0.0007
O, 1.849, 9.9428, 28.1388, 0.0019, 0.0029, 0.0115
O, 9.438, 0.6961, 27.9752, -0.0064, -0.002, 0.0087
O, 10.9619, 6.9395, 28.2007, 0.0009, -0.0005, 0.0099
O, 7.5847, 6.6613, 28.2033, -0.004, -0.0011, 0.0137
O, 0.2089, 13.0097, 27.9904, 0.0159, -0.0047, 0.014
O, 9.8827, 10.2612, 28.228, 0.0017, -0.0013, 0.0127
O, 3.5399, 7.0948, 28.0389, 0.0003, -0.0001, 0.0148
O, 5.6292, 10.9725, 27.5335, 0.0007, 0.0029, 0.0096
O, 8.81, 3.4024, 28.1515, 0.009, 0.0034, 0.006
O, 2.0043, 3.8692, 27.8214, -0.0002, -0.0029, 0.0047
O, 3.1516, 0.921, 27.8025, -0.0196, 0.0049, -0.0056
Si, 7.6851, 11.5951, 21.0951, -0.0002, 0, -0.0026
Si, 4.6049, 11.1603, 14.416, -0.001, 0.0037, 0.0035
Si, 10.0816, 10.5955, 26.6468, -0.0038, -0.0059, -0.005
Si, 5.0356, 8.3817, 15.0401, 0.0034, 0.0041, 0.0013
Si, 2.7588, 1.6751, 15.1465, 0.0056, -0.0015, 0.0005
Si, 7.4302, 3.3617, 27.2806, -0.0036, 0.0004, 0.0001
Si, 8.8966, 8.1774, 25.207, -0.0009, 0.0001, -0.0009
Si, 1.2503, 13.0082, 17.0595, -0.0001, -0.0005, -0.0004
Si, 8.4505, 7.6475, 19.5389, -0.0002, 0.0015, -0.0048
Si, 8.8814, 2.2041, 20.454, -0.0017, -0.0024, -0.0068
Si, 5.5356, 0.673, 14.3709, -0.0027, -0.0033, 0.0003
Si, 1.3886, 9.5224, 26.6296, 0.0007, 0.0009, -0.0088
Si, 11.021, 4.2319, 14.4421, -0.0284, -0.0024, 0.0042
Si, 7.0664, 6.1897, 26.7243, -0.0018, 0.0043, -0.0011
Si, 3.8086, 9.101, 19.0973, 0.001, 0.0018, -0.0054
Si, 6.3509, 1.0044, 25.4765, 0.0033, -0.0065, -0.003
Si, 10.4255, 1.2615, 14.3124, 0.0008, -0.0028, 0.0105
Si, 11.2153, 6.4795, 19.3982, -0.0011, 0.0019, -0.0074
Si, 7.9553, 5.0888, 14.4131, 0.0135, -0.0038, 0.0056
Si, -0.0792, 3.536, 20.4137, 0.0012, -0.0016, -0.0051
Si, 3.8348, 11.6102, 17.2984, 0.001, -0.0012, -0.0008
Si, 7.0118, 1.9084, 18.2767, -0.0029, 0, -0.0066
Si, 8.5932, 10.9392, 14.6377, 0.0025, -0.0017, 0.0166
Si, 6.0534, 4.3667, 16.6317, 0.0007, -0.0037, 0.0006
Si, 8.0629, 0.2055, 15.9689, -0.0017, -0.0013, -0.0036
Si, 10.5996, 13.4879, 26.9771, -0.0011, 0.006, -0.0049
Si, 11.3902, 6.6952, 16.2358, -0.0016, -0.0001, -0.0018
Si, 3.8416, 9.3308, 24.8197, 0.0027, 0.0023, -0.0005
Si, 5.8035, 7.0896, 17.8325, -0.0008, -0.004, -0.0021
Si, -0.2824, 0.9363, 19.4713, 0.0005, -0.0038, -0.0054
Si, 3.904, 13.2206, 21.7087, 0, -0.0017, -0.0042
Si, 1.0243, 9.1248, 20.1443, 0.0011, 0.0006, -0.004
Si, 3.9552, 6.6172, 26.5163, 0.0048, 0.0007, -0.0037
Si, 3.4942, 13.9429, 26.2393, -0.0008, -0.0074, -0.0078
Si, 0.8773, 1.6943, 25.0372, -0.0013, 0.0008, -0.0047
Si, 3.2758, 10.1272, 21.8922, 0.0009, -0.0026, -0.0019
Si, 1.2434, 1.4744, 21.9875, -0.0031, -0.0019, -0.0024
Si, 6.9415, 14.1374, 22.4869, 0.0003, -0.0034, -0.0044
Si, 8.4452, 8.8969, 22.1232, -0.0008, 0.0006, -0.0001
Si, 11.5998, 11.8887, 14.4945, -0.008, 0.0027, 0.0081
Si, 5.2983, 11.606, 26.061, -0.0015, -0.0009, -0.0066
Si, 9.9491, 10.095, 20.1256, -0.0003, -0.0024, -0.0039
Si, 5.4567, 12.9875, 19.2862, 0.0018, -0.0013, -0.0061
Si, 2.2836, 7.3891, 14.7147, 0.0001, -0.0048, 0.0056
Si, 1.6819, 4.4845, 26.3431, -0.001, -0.0021, -0.0057
Si, 3.5319, 4.48, 14.7127, 0.0016, 0.003, 0.0064
Si, -0.1486, 6.914, 26.6439, 0.0002, 0.0015, -0.0058
Si, 9.0463, 7.8988, 14.5833, -0.0056, -0.0033, 0.0089
O, 7.7561, 1.848, 21.5901, 0.0019, 0.002, -0.0002
O, 9.5339, 0.7757, 15.5808, 0.0025, 0.0022, -0.0046
O, 0.1745, 5.0737, 19.9997, 0.0005, -0.001, 0.0023
O, 2.4432, 12.24, 17.8649, -0.0009, -0.0002, -0.0006
O, 5.6292, 5.4687, 17.7614, 0.0012, -0.0005, -0.0004
O, 0.3334, 5.4022, 26.2999, -0.0026, 0.0011, 0.0016
O, 9.5825, 6.4714, 19.476, 0.0001, -0.0011, 0.0019
O, 4.0365, 13.0277, 20.0947, -0.0017, -0.0001, 0.0024
O, 2.6304, 3.2857, 15.3669, 0.0033, -0.0106, -0.0057
O, 0.0729, 2.5144, 19.1269, -0.0006, 0.0022, 0.0031
O, 7.7823, 0.6972, 17.4885, -0.002, -0.0018, 0.0015
O, 5.7741, 7.6712, 16.2987, -0.0006, -0.0017, -0.0019
O, 2.1551, 0.7583, 25.3762, 0.0041, -0.0043, 0.0023
O, 2.9722, 5.424, 25.9481, -0.0001, -0.0004, 0.0019
O, 4.1794, 10.1502, 17.9177, -0.001, -0.0013, 0.0016
O, 4.3142, 1.1763, 15.3269, -0.0095, 0.0021, -0.0067
O, 3.6606, 9.2397, 23.2042, -0.0001, -0.001, 0.0015
O, 3.8583, 12.3666, 26.1176, -0.0018, -0.002, 0.0003
O, -0.0893, 5.152, 15.6918, -0.0022, -0.0045, -0.0058
O, 4.1891, 9.677, 20.5931, -0.0003, -0.0004, 0.0018
O, 8.9979, 9.6929, 25.8215, 0.0015, 0.0042, 0.002
O, 6.1511, 2.9047, 17.3304, -0.0019, 0.0028, -0.0011
O, 5.4604, 6.0488, 26.6467, 0.0003, 0.0013, 0.004
O, 7.9346, 6.7282, 14.2759, -0.0019, -0.0006, -0.0012
O, 7.486, 4.7077, 15.9271, 0.0006, 0.0018, -0.0055
O, 9.7263, 0.8938, 19.8942, 0.0006, 0, 0.0014
O, 9.1001, 11.4856, 20.2491, 0.0017, 0.0009, 0.0002
O, 7.6026, 7.3361, 25.7131, -0.0017, -0.0022, 0.0012
O, 11.2139, 2.633, 14.7286, -0.0038, 0.0104, -0.0016
O, 6.0117, 1.1199, 19.294, -0.0006, -0.0003, 0.0018
O, 4.6221, 7.7282, 18.7634, -0.0012, -0.0008, 0.002
O, 8.628, 8.3183, 23.6117, 0.0004, -0.0009, 0.0016
O, 11.6319, 6.6656, 17.8378, -0.0005, -0.0014, 0.0012
O, 0.928, 7.6398, 15.5604, -0.0015, 0.0024, 0.0011
O, 8.3381, 9.3382, 14.934, -0.0007, -0.0048, -0.0024
O, 9.9292, 9.4073, 21.6262, -0.0001, 0.0003, 0.0001
O, 0.0001, 10.2337, 26.2003, 0.0004, 0.0015, 0.0017
O, 5.347, 0.4207, 22.2184, -0.004, -0.0004, 0.0009
O, 2.7847, 0.9403, 22.1215, 0.0014, -0.0004, 0.0005
O, -0.0977, 10.2363, 19.6588, 0.0002, -0.0014, 0.0012
O, 2.5169, 9.9525, 25.5454, -0.0033, 0.0004, 0.0036
O, 6.9713, 0.9789, 15.0413, -0.0014, 0.0002, -0.0013
O, 5.1362, 10.3232, 25.0679, 0.0007, -0.0001, 0.0003
O, 7.9928, 11.9657, 15.7863, -0.0015, -0.0023, -0.0004
O, 0.124, 0.0384, 18.1767, -0.0003, -0.001, 0.0009
O, 7.5824, 4.6839, 26.3182, 0.0001, 0, 0.0015
O, 9.9565, 7.3829, 15.8433, -0.0021, 0.0002, -0.0014
O, 2.1925, 8.8818, 19.0328, -0.0012, -0.0008, 0.0022
O, 10.2006, 11.1007, 14.6402, 0.0084, -0.0022, -0.0016
O, 11.4528, 13.4385, 13.9832, 0.0036, 0.0003, -0.0051
O, 4.9757, 4.3956, 15.4297, -0.0022, 0.0011, -0.0021
O, 1.1442, 7.905, 26.5038, 0.0001, -0.0032, 0.0011
O, 0.2751, 7.674, 20.308, 0.0001, -0.0009, 0.0028
O, 9.982, 3.3044, 20.9973, -0.0004, 0.0007, 0.0018
O, 9.9337, 12.1808, 26.2517, -0.0006, 0.0014, -0.0009
O, 7.4296, 10.1823, 21.9092, -0.0006, -0.0021, 0.0003
O, 2.8068, 5.8844, 15.0262, 0.0036, -0.0053, -0.0025
O, 1.0661, 3.043, 21.4948, -0.0009, 0.0007, -0.0003
O, 10.2547, 7.3505, 25.6212, 0.0042, -0.0021, 0.0035
O, 7.7569, 12.7416, 22.2511, 0.0004, 0.0008, 0.0013
O, 0.5331, 0.5184, 20.8497, 0.0001, 0.0001, 0.0027
O, 5.4794, 12.4731, 14.0719, 0.0031, -0.0033, -0.0042
O, 6.4977, 11.9507, 20.0206, -0.0004, -0.0016, 0.0002
O, 7.2517, 7.3858, 18.4953, 0.0015, 0.001, 0.0013
O, 6.9877, 14.6962, 24.0103, -0.0001, 0.0037, -0.0002
O, 5.11, 12.54, 17.7502, -0.001, -0.0008, 0.0027
O, 8.0587, 2.7975, 19.1613, 0.0031, 0.0005, 0.0057
O, 0.5291, 1.4311, 23.4644, -0.0004, 0.0002, 0.0014
O, 3.6466, 11.5362, 15.6796, 0, -0.0023, -0.0018
O, 4.7634, 1.4188, 25.6537, -0.0044, 0.0081, 0.002
O, 7.9171, 7.7273, 21.0944, 0.0004, -0.001, 0.0014
O, 4.0427, 7.8407, 25.4422, -0.0008, -0.0052, 0.0026
O, 9.1451, 9.0796, 19.1132, -0.0001, -0.0008, 0.0005
O, 3.5039, 11.7197, 22.2756, 0, 0.0021, 0.0003
O, 0.6508, 11.9373, 15.9855, -0.0022, -0.0028, -0.0019
O, 3.4165, 8.4221, 15.2729, -0.0012, 0.0033, 0.002
O, 7.2426, 1.9537, 26.4729, 0.0069, 0.0009, 0.0044
O, 9.4554, 4.534, 14.1907, 0.024, -0.0002, -0.0008
O, -0.4268, 1.2166, 25.9351, -0.0056, -0.0008, 0.0013
O, 1.3353, 3.2448, 25.329, 0.0027, 0.0032, 0.0018
O, 5.5605, 9.922, 14.894, 0.0021, -0.0021, -0.0019
O, 6.4289, 12.755, 25.6917, 0.0022, -0.0002, -0.0001
O, 1.8259, 0.9194, 16.2475, 0.0009, 0.0041, -0.0051
O, 1.7221, 9.7349, 21.5006, -0.001, -0.0007, 0.0006
O, -11.6863, -24.4423, 31.5948, -0.009, 0.0025, -0.0069
O, 10.8402, 25.3189, 11.4938, -0.0002, -0.0117, 0.0046
O, 19.2989, -14.6088, 28.5601, 0.0076, 0.0025, 0.0048
O, -8.1537, 26.1236, 30.0845, 0.0421, -0.028, 0.0228
O, 23.9487, 28.3514, 11.491, 0.057, 0.0289, -0.046
O, 6.4289, -6.676, 11.2868, 0.0376, 0.0185, -0.0088
O, 18.3658, 9.0928, 11.9714, 0.016, 0.0039, -0.0128
O, -3.9678, 14.4185, 29.9831, 0.0038, -0.0051, 0.004
O, 8.7253, 18.2428, 11.3385, 0.0369, 0.0224, -0.0248
O, 5.4338, 0.017, 28.6783, 0.0061, -0.0014, -0.0016
O, -16.4829, 16.701, 30.8479, 0.0062, 0.0024, 0.0159
O, 14.2681, -13.6168, 11.6566, -0.0549, 0.0769, -0.0002

Results
free energy: -220810.629 eV
free energy less fixed offsets of O -568.88, Si -635.61 eV per atom: 1.371 eV

The program warned: the cutoff lies below the one the program advises for these potential files; the forces do not sum to zero within the program's tolerance; the exchange-correlation potential is rough where the density is thin.
